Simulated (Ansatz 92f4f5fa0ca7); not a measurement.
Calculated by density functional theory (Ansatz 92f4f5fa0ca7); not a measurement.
Periodic cell of 215 atoms, Si133O82, from a study of silicon, its oxide and their interface. The atomic structure is a simulated model.
Doubt: the cutoff is low for norm-conserving oxygen, so forces and energies are approximate.
This geometry differs little from another in the collection (a relaxation step or a small displacement).

Settings: functional HSE06; potential files SPMS norm-conserving; basis plane waves; wave-function cutoff 800 eV; density cutoff ratio 4; exchange-correlation grid ratio 1; k mesh 1 x 1 x 1, Gamma-centred; occupations fixed; spin none; net charge 0.

Cell vectors (angstrom)
a  10.938  0  0
b  0  10.938  0
c  0  0  31.5432

Atoms: element, x, y, z (angstrom)
Si  10.4201  0.551  24.321
Si  6.0027  10.4988  24.1253
Si  2.1338  3.2335  24.0785
Si  8.6835  2.2417  24.2609
Si  0.4879  5.0348  24.1546
Si  5.0168  5.9029  24.1826
Si  3.3487  7.6504  24.1514
Si  7.8028  8.8205  23.9965
Si  1.3331  1.4524  25.4326
Si  6.8847  1.3134  25.4555
Si  4.0247  4.1016  25.3351
Si  9.6227  4.0962  25.3841
Si  1.4616  6.8088  25.3679
Si  6.8617  6.9349  25.2631
Si  4.1909  9.5311  25.3359
Si  9.5214  9.6224  25.4253
Si  2.7553  -0.0072  26.6903
Si  8.2028  -0.0142  26.8545
Si  -0.0118  2.7622  26.8326
Si  5.4466  2.7338  26.7049
Si  2.7416  5.4492  26.8022
Si  8.2009  5.5032  26.6752
Si  0.0144  8.195  26.6983
Si  5.5071  8.1973  26.7713
Si  4.1018  1.3673  28.1249
Si  9.5708  1.3673  28.1249
Si  1.3673  4.1018  28.1249
Si  6.8362  4.1018  28.1249
Si  4.1018  6.8362  28.1249
Si  9.5708  6.8362  28.1249
Si  1.3673  9.5708  28.1249
Si  6.8362  9.5708  28.1249
Si  0  0  29.4922
Si  5.469  0  29.4922
Si  2.7345  2.7345  29.4922
Si  8.2035  2.7345  29.4922
Si  0  5.469  29.4922
Si  5.469  5.469  29.4922
Si  2.7345  8.2035  29.4922
Si  8.2035  8.2035  29.4922
Si  1.3673  1.3673  30.8594
Si  6.8362  1.3673  30.8594
Si  4.1018  4.1018  30.8594
Si  9.5708  4.1018  30.8594
Si  1.3673  6.8362  30.8594
Si  6.8362  6.8362  30.8594
Si  4.1018  9.5708  30.8594
Si  9.5708  9.5708  30.8594
Si  2.7345  0  0.6835
Si  8.2035  0  0.6835
Si  0  2.7345  0.6835
Si  5.469  2.7345  0.6835
Si  2.7345  5.469  0.6835
Si  8.2035  5.469  0.6835
Si  0  8.2035  0.6835
Si  5.469  8.2035  0.6835
Si  4.1018  1.3673  2.0507
Si  9.5708  1.3673  2.0507
Si  1.3673  4.1018  2.0507
Si  6.8362  4.1018  2.0507
Si  4.1018  6.8362  2.0507
Si  9.5708  6.8362  2.0507
Si  1.3673  9.5708  2.0507
Si  6.8362  9.5708  2.0507
Si  0  0  3.418
Si  5.469  0  3.418
Si  2.7345  2.7345  3.418
Si  8.2035  2.7345  3.418
Si  0  5.469  3.418
Si  5.469  5.469  3.418
Si  2.7345  8.2035  3.418
Si  8.2035  8.2035  3.418
Si  1.3201  1.3906  4.7209
Si  6.8503  1.333  4.8541
Si  4.0816  4.129  4.6989
Si  9.5489  4.0909  4.8552
Si  1.3552  6.8717  4.8473
Si  6.8466  6.8155  4.7274
Si  4.1054  9.5742  4.842
Si  9.5809  9.5716  4.7612
Si  2.6364  0.0491  6.1109
Si  8.2349  -0.1073  6.2404
Si  -0.0101  2.6824  6.2062
Si  5.3998  2.7766  6.08
Si  2.7529  5.4521  6.1402
Si  8.1092  5.4496  6.1928
Si  -0.0051  8.2925  6.2267
Si  5.5528  8.1629  6.149
Si  3.5  1.9473  7.178
Si  10.0228  0.8527  7.463
Si  1.7973  3.6766  7.3704
Si  6.2106  4.5424  7.4002
Si  4.6338  6.3306  7.2793
Si  9.1563  7.2115  7.3396
Si  0.8961  10.1658  7.5056
Si  7.3971  8.9201  7.4701
O  4.5184  6.6498  8.8793
O  1.4889  4.0305  8.9544
O  9.695  6.6199  8.7724
O  1.3447  10.1113  9.1064
O  6.092  4.221  9.0228
O  3.8021  1.6273  8.7405
O  7.1056  9.026  9.0926
O  9.6223  1.1272  9.0365
O  8.2283  2.4781  22.7082
O  11.049  5.5017  22.6286
O  5.6068  0.0923  22.6261
O  5.2721  5.4464  22.6278
O  2.2156  2.8059  22.4859
O  3.2294  7.8563  22.523
O  8.3443  8.7404  22.4312
O  -0.1804  11.1616  22.7638
Si  2.132  2.9393  12.9009
Si  8.6802  1.3215  10.3285
Si  1.0662  4.492  15.3497
Si  7.5815  5.5752  12.2105
Si  2.3793  8.1795  21.2005
Si  5.4856  7.8168  12.4775
Si  9.298  0.4473  15.4675
Si  2.9374  -0.0397  16.6894
Si  10.452  1.1579  12.5805
Si  7.7167  2.7988  21.2263
Si  9.1373  8.7975  14.4272
Si  1.5198  4.7894  10.3819
Si  4.4622  9.4588  19.1596
Si  11.0548  6.0914  21.1279
Si  6.6338  10.4543  14.8841
Si  5.3545  0.7178  21.1668
Si  2.3441  9.8358  10.3583
Si  0.4099  10.6291  21.387
Si  5.8105  5.2412  21.1355
Si  3.6659  7.114  10.1441
Si  9.0704  5.6959  14.8427
Si  3.6341  4.097  19.087
Si  9.99  3.677  19.3254
Si  4.2987  8.6794  15.3689
Si  0.4661  1.9301  17.1658
Si  6.7883  7.5126  19.2776
Si  5.2571  3.6573  16.744
Si  7.7791  5.043  17.5349
Si  6.69  9.9307  10.3682
Si  4.3885  1.0834  10.1192
Si  -0.0363  9.1274  11.8729
Si  9.085  8.6127  20.982
Si  4.5393  1.6673  14.6192
Si  2.4417  2.0859  21.0528
Si  6.3407  3.3544  10.3645
Si  3.4264  5.9317  16.7223
Si  9.9104  6.5656  10.3589
O  0.0491  2.6418  18.5652
O  2.9978  9.6625  15.5982
O  10.8012  4.8195  20.1539
O  7.5552  2.3926  9.945
O  10.978  5.3905  10.7323
O  6.6274  6.7304  12.8268
O  10.3491  8.0733  10.7837
O  7.6663  9.4648  14.0435
O  8.5036  6.2121  11.0522
O  5.2973  10.4792  20.0787
O  2.135  3.7271  11.4667
O  7.9745  8.4872  19.8043
O  6.2378  6.6767  20.5477
O  5.4445  2.7638  15.4113
O  1.2663  0.9599  20.7662
O  6.1457  9.0411  11.6169
O  4.6359  5.0287  16.1639
O  6.61  3.9321  17.5811
O  10.5276  10.6898  11.79
O  5.5908  0.5162  14.0815
O  8.0849  5.1735  15.9769
O  9.7401  9.8194  15.5354
O  -0.3829  5.1462  15.1251
O  1.5161  6.8604  20.8034
O  1.5465  0.6832  17.1962
O  6.5596  1.7414  20.805
O  0.9795  1.7959  12.819
O  3.2083  5.4769  18.2904
O  9.5201  1.9886  11.5545
O  1.0065  3.1324  16.227
O  8.5481  5.1214  13.4266
O  10.251  8.6527  13.2639
O  1.4411  9.4192  21.6115
O  10.0632  9.9  20.6522
O  3.1579  0.2473  10.8124
O  5.0821  2.3954  10.818
O  1.7131  4.0863  13.94
O  7.9517  10.8692  10.7709
O  9.0867  4.4896  18.2728
O  5.6618  9.5037  15.7902
O  5.5296  -0.0217  9.8468
O  3.5401  2.2556  13.4477
O  2.0147  5.623  16.0021
O  9.7091  1.0195  14.006
O  4.4586  7.0258  11.5326
O  4.694  4.5377  20.215
O  10.0235  1.3147  16.591
O  6.7294  4.3392  11.5942
O  5.5757  8.3897  18.6545
O  9.012  2.782  20.2572
O  3.6492  1.12  15.8416
O  4.2433  3.1306  17.9143
O  9.9063  7.2174  20.9898
O  3.3381  8.6706  9.8628
O  3.9168  7.4332  16.348
O  7.6818  0.467  15.6911
O  8.9747  7.3028  14.9568
O  3.9039  1.414  21.1269
O  1.5691  9.1968  11.6437
O  2.4072  6.1298  10.2829
O  7.3146  6.4608  18.1623
O  7.1104  4.2901  21.1648
O  4.6525  8.2716  13.8164
O  3.3337  8.6399  19.9866
O  2.5059  3.218  19.87
O  3.7171  10.3123  17.9917

Results
free energy: -51801.701 eV
free energy less fixed offsets of O -447.96, Si -113.29 eV per atom: -1.411 eV
gap between the highest filled and lowest empty level on this k mesh: 1.421 eV

The program warned: the cutoff lies below the one the program advises for these potential files; the forces do not sum to zero within the program's tolerance; the exchange-correlation potential is rough where the density is thin.
